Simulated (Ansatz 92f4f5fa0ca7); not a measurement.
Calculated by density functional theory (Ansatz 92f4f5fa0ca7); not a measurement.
Periodic cell of 254 atoms, Si144O106N4, from a study of silicon, its oxide and their interface. The atomic structure is a simulated model.
Doubt: the cutoff is far below the 930 eV that the study's wrapper takes by default for these files, so forces and energies are approximate.
This geometry differs little from another in the collection (a relaxation step or a small displacement).

Settings
functional: PBE
potential files: Ansatz PAW
basis: plane waves
wave-function cutoff: 580 eV
density cutoff ratio: 5
exchange-correlation grid ratio: 1
k mesh: 1 x 1 x 1, Gamma-centred
self-consistency stop: 5e-08 eV per atom in the density residual
occupations: fixed
spin: none
net charge: 0

Cell vectors (angstrom)
a  10.938  0  0
b  0  10.938  0
c  -1.9408  -5.264  37.6612

Atoms: element, x, y, z (angstrom)
Si  -0.3182  -6.9186  30.403
Si  2.4385  -4.0428  30.1197
Si  -0.7668  -0.8761  30.0487
Si  1.9664  -9.0271  30.2583
Si  -6.2806  -6.2725  30.2792
Si  -3.6272  -3.6172  30.1695
Si  5.1621  -1.2991  30.1221
Si  -2.9615  -9.523  30.1435
Si  0.8409  -5.1902  31.4831
Si  3.5761  -2.4713  31.4612
Si  0.8073  -10.7105  31.4538
Si  3.5321  -7.9006  31.5727
Si  -4.6931  -5.1684  31.5851
Si  -1.9405  -2.4719  31.3984
Si  6.331  0.2606  31.4442
Si  -1.8913  -8.0635  31.6546
Si  -0.5949  -3.8614  32.8234
Si  2.1596  -1.1553  32.8349
Si  -0.5299  -9.4306  32.9426
Si  2.1364  -6.5763  32.9168
Si  4.8607  -3.8445  32.9206
Si  7.6383  -1.1479  32.8531
Si  4.9086  1.5834  32.8446
Si  -3.3162  -6.6226  32.8802
Si  -1.9408  -5.264  34.2429
Si  0.7937  -2.5295  34.2429
Si  -1.9408  0.205  34.2429
Si  0.7937  -7.9985  34.2429
Si  3.5282  -5.264  34.2429
Si  6.2627  -2.5295  34.2429
Si  3.5282  0.205  34.2429
Si  6.2627  -7.9985  34.2429
Si  1.3673  -1.3673  3.418
Si  4.1018  1.3673  3.418
Si  1.3673  4.1018  3.418
Si  4.1018  -4.1018  3.418
Si  6.8362  -1.3673  3.418
Si  -1.3673  1.3673  3.418
Si  6.8362  4.1018  3.418
Si  -1.3673  6.8362  3.418
Si  2.6648  -0.0013  4.8529
Si  5.5163  2.7665  4.8264
Si  2.8324  5.3959  4.7927
Si  5.3513  -2.6579  4.7502
Si  -2.6556  -0.1059  4.7403
Si  -0.033  2.8109  4.8296
Si  8.1344  5.4863  4.7988
Si  0.1642  -2.9127  4.6909
Si  1.1254  1.2621  6.2364
Si  4.0901  4.0669  6.3155
Si  1.6091  -4.1141  6.1488
Si  4.1234  -1.3029  6.2686
Si  -3.8237  1.4857  6.0519
Si  -1.2623  4.3588  6.2084
Si  6.518  -4.1927  6.0359
Si  -1.3958  -1.8029  5.9287
Si  -0.4125  -0.3117  7.3713
Si  2.8435  2.3691  7.4381
Si  0.0157  -5.0871  7.6298
Si  2.9619  -2.8947  7.6354
Si  5.4437  0.4105  7.2775
Si  -2.4226  2.8212  7.636
Si  5.1464  5.7424  7.7442
Si  -2.8816  -3.1183  7.3162
Si  -0.5735  -6.6312  35.6102
Si  2.161  -3.8967  35.6102
Si  -0.5735  -1.1622  35.6102
Si  2.161  1.5723  35.6102
Si  4.8955  -6.6312  35.6102
Si  -3.308  -3.8967  35.6102
Si  4.8955  -1.1622  35.6102
Si  7.63  1.5723  35.6102
Si  0.7937  -5.264  36.9774
Si  3.5282  -2.5295  36.9774
Si  0.7937  0.205  36.9774
Si  3.5282  -7.9985  36.9774
Si  -4.6753  -5.264  36.9774
Si  -1.9408  -2.5295  36.9774
Si  6.2627  0.205  36.9774
Si  -1.9408  -7.9985  36.9774
Si  1.3673  1.3673  0.6835
Si  4.1018  4.1018  0.6835
Si  1.3673  6.8362  0.6835
Si  4.1018  -1.3673  0.6835
Si  6.8362  1.3673  0.6835
Si  -1.3673  4.1018  0.6835
Si  6.8362  -4.1018  0.6835
Si  -1.3673  -1.3673  0.6835
Si  0  0  2.0507
Si  2.7345  2.7345  2.0507
Si  0  5.469  2.0507
Si  2.7345  -2.7345  2.0507
Si  5.469  0  2.0507
Si  8.2035  2.7345  2.0507
Si  5.469  5.469  2.0507
Si  8.2035  -2.7345  2.0507
Si  -4.0188  -4.855  22.0094
Si  2.4024  -4.8405  15.4169
Si  6.1965  -7.9517  28.0451
Si  4.6306  -1.5238  19.3731
Si  -9.2705  -8.2427  19.5061
Si  7.3403  -10.8496  19.4837
Si  -0.274  -8.0792  14.6257
Si  -0.8428  -2.8308  12.3039
Si  -0.0311  -3.1142  24.8748
Si  -3.3143  -9.8826  22.4193
Si  2.2243  -1.7312  23.2531
Si  5.5992  0.2633  10.4118
Si  3.9171  -10.863  25.1612
Si  0.556  -2.4312  9.4056
Si  9.3673  1.3355  10.5336
Si  3.9371  0.7619  28.0247
Si  -1.749  -5.1584  28.3045
Si  -4.0859  -4.9251  18.8124
Si  -2.0783  -2.4698  18.1371
Si  4.7484  -14.5793  17.1223
Si  -6.6906  -3.6234  21.671
Si  -3.5737  1.2676  12.5718
Si  7.6097  -5.6931  9.0477
Si  1.5529  3.5888  16.7594
Si  -0.6368  -6.8044  18.5514
Si  2.2008  -5.6074  20.7524
Si  0.7064  2.2996  11.785
Si  -2.3865  -7.1615  23.0694
Si  7.7905  -6.2327  25.8806
Si  -3.0791  -3.5274  24.4256
Si  -4.5509  -11.7801  24.1691
Si  0.023  -5.1823  22.6939
Si  -3.3412  -7.962  17.9834
Si  9.0655  -2.5393  15.0635
Si  3.3552  2.279  10.3737
Si  5.2342  -6.0406  10.8024
Si  -0.4009  -4.8638  14.3858
Si  2.6501  0.1513  20.8052
Si  7.7644  -1.1771  11.4805
Si  7.6611  2.725  15.0184
Si  6.3567  -3.2651  14.4117
Si  6.6333  5.048  13.3836
Si  -3.0735  -0.3985  8.753
Si  10.6065  -15.2041  19.9197
Si  -6.136  -10.007  22.6846
Si  0.4702  -2.9042  28.009
Si  -0.8537  -6.9528  9.863
Si  15.2024  -4.5494  13.1505
O  0.7458  -13.0672  23.8252
O  4.1569  1.3862  7.5291
N  6.2751  0.2907  8.8048
O  -1.8857  -10.6699  29.5916
O  0.8041  -7.9555  29.7571
O  2.816  -4.5856  13.8488
O  3.1005  -2.9799  22.6466
O  0.3782  2.127  13.3496
O  8.3318  6.4439  8.1969
O  7.6632  -1.9827  8.443
O  2.4531  2.574  9.0316
O  8.7705  -5.9968  10.1794
O  -3.6597  -6.4127  22.3481
O  3.5358  -5.2052  29.6801
O  2.7275  -9.5679  28.9132
O  6.2294  -2.4777  29.6279
O  -2.2233  -8.693  22.5392
O  5.4611  -6.8648  28.9892
O  5.502  -11.2449  25.4424
O  10.4387  6.8371  21.546
O  -1.249  -5.5165  19.3432
N  -1.5314  2.4919  9.1976
O  6.4955  4.5477  11.8274
O  -5.4871  -4.3332  22.5248
O  4.541  -0.5678  28.77
O  -2.6147  -7.1887  24.6828
O  -0.9814  -6.4484  22.7088
O  -3.1254  -4.4477  28.8222
O  6.8053  1.7994  13.9944
O  2.1732  -2.5096  9.0606
O  0.2133  4.7339  8.8526
O  -3.9358  -4.6252  20.4069
O  9.1849  3.2533  17.7906
O  4.0107  -4.065  8.109
O  -0.0027  1.0671  10.9704
O  7.7044  -10.897  23.7273
O  -0.579  -4.0623  28.409
O  8.5683  -2.5886  11.6685
O  0.8496  -4.3677  15.3285
O  0.1582  -4.6055  24.2177
O  -4.7863  -9.1278  22.4646
O  3.0344  -1.1347  24.5279
O  7.5927  4.2063  14.3573
O  -3.1355  -0.2864  12.8425
O  -7.3334  -4.8295  20.8013
O  0.1044  3.1546  19.6157
O  1.4961  -5.6934  22.2234
O  8.2413  -12.0154  18.7609
O  0.4508  4.6116  17.433
O  -0.0784  -1.4948  28.6579
O  -0.4248  -6.4796  14.355
O  5.1036  -9.0943  27.6749
O  4.2561  -4.9314  11.5561
O  2.3227  2.299  11.6304
O  -5.5945  -11.5803  22.883
O  -1.8972  -5.7648  26.8132
O  -5.1169  -3.6319  15.9035
O  7.1874  -4.3686  13.5101
O  0.125  -0.9666  8.7855
O  -0.7963  -2.9365  19.0873
O  7.5034  -2.1427  14.6991
O  3.2751  -3.9933  16.5042
O  -1.9589  0.3126  7.7532
O  -3.1354  -3.7506  18.1034
O  3.246  0.4073  26.5922
O  7.0394  -6.5514  18.5977
O  0.0172  -7.2592  11.2075
O  0.5992  -2.8772  26.3746
O  0.1809  -2.4705  11.0272
O  -4.186  -13.2936  24.5401
O  4.8849  -2.5604  20.6095
O  -6.9834  -9.6352  24.0478
O  5.085  5.1677  13.9261
O  3.1676  -0.8433  19.6258
O  4.42  3.5132  10.4983
O  1.2346  -4.7426  19.7185
O  6.1554  -1.2189  11.0047
O  1.6343  -9.7283  20.1372
O  1.8856  -3.319  28.7262
O  -3.6894  -15.7471  25.2568
O  3.8935  1.0482  21.3658
O  -4.2218  -7.1205  26.7357
O  1.9639  -0.6563  22.0445
O  -3.0949  -10.7242  21.0389
O  16.2734  -4.7021  18.2196
O  -12.6648  -8.7069  15.0153
O  -1.3224  -6.4196  29.2113
O  -3.5082  -8.6977  28.8189
O  2.2372  2.7144  17.9601
O  2.556  -7.1302  20.2975
O  -0.1766  -3.6292  8.5303
O  7.341  -7.0384  8.1332
O  -12.596  -13.8479  24.9677
N  -2.3825  -0.1724  10.2898
N  5.9344  -5.3747  9.3609
O  0.7648  -8.4151  15.8288
O  2.5475  4.5188  15.8643
O  9.3473  -12.9848  16.6107
O  -2.9291  -3.9515  22.8498
O  8.6419  2.0332  11.8767
O  4.62  -13.1464  17.8958
O  -1.6721  -4.1733  15.1426
O  10.5143  -4.34  12.8057
O  -3.5455  -9.3294  18.8517
O  4.9941  -3.0858  13.4809
O  6.985  2.6933  16.4919
O  5.7852  -0.3811  19.4076
O  10.0363  -2.0153  13.7903
O  6.1646  1.3672  11.4766
O  4.0358  0.7613  10.3132

Results
free energy: -153366.894 eV
free energy less fixed offsets of N -385.13, O -568.88, Si -635.61 eV per atom: 2.746 eV

Forces (eV/angstrom), in the order of the atoms: element, x, y, z
Si  -0.011  0.0295  0.0324
Si  -0.0136  0.0192  0.0028
Si  0.0164  -0.0205  0.0125
Si  0.0122  -0.0192  0.046
Si  0.0101  -0.0161  0.0479
Si  0.0225  -0.0155  0.0176
Si  -0.0072  0.0063  0.0122
Si  -0.0155  0.0041  0.0202
Si  -0.0085  -0.0046  0.0186
Si  -0.01  0.0128  0.0134
Si  0.01  -0.0117  0.0075
Si  0.0012  0.004  0.0099
Si  0.0028  -0.0007  0.006
Si  0.0062  -0.0039  0.0166
Si  -0.0084  0.0029  0.0138
Si  0.0007  0  0.0115
Si  -0.0012  0.0015  -0.0051
Si  0.0002  -0.0001  -0.0069
Si  -0.006  0.0051  -0.0054
Si  0.0099  -0.0049  0.0005
Si  0.0058  -0.0037  -0.0023
Si  -0.0017  0.001  0.0067
Si  0.0058  -0.0009  0.0003
Si  0.0005  0  -0.0088
Si  0.0538  0.1313  -0.2158
Si  -0.0643  0.0623  -0.3052
Si  -0.0299  -0.3456  0.3393
Si  0.0571  0.0476  0.2646
Si  -0.0432  0.2225  0.3993
Si  0.0992  0.2813  0.1152
Si  0.0348  0.0203  -0.3097
Si  -0.0659  0.0058  -0.0418
Si  0.2712  -0.043  -0.1803
Si  -0.1019  0.0687  0.6824
Si  0.2541  -0.1431  0.1342
Si  -0.2047  0  -0.3436
Si  -0.2556  -0.0013  -0.2133
Si  0.2279  0.0858  0.1015
Si  -0.0925  0.0676  -0.1887
Si  -0.1225  -0.5119  -0.2315
Si  0.0039  -0.0163  0.0035
Si  -0.0197  0.0188  0.0014
Si  0.0393  -0.0825  -0.0173
Si  0.005  -0.0275  -0.0002
Si  -0.0197  0.0069  0.0172
Si  0.006  -0.0161  -0.0273
Si  0.0298  0.0399  -0.0271
Si  0.0642  -0.0195  0.0431
Si  0.0119  0.0171  0.0132
Si  -0.0227  0.0265  0.0136
Si  -0.4858  -0.113  0.1408
Si  0.0277  0.0455  -0.0146
Si  0.0417  0.0268  0.0133
Si  -0.1061  -0.3523  -0.1056
Si  -0.0166  0.0313  0.022
Si  0.0362  -0.0244  0.0308
Si  -0.03  -0.0081  -0.0355
Si  0.031  0.0366  -0.0213
Si  0.4254  0.5314  0.4367
Si  -0.1219  -0.0262  0.1011
Si  -0.0421  -0.0092  -0.0364
Si  -0.0275  -0.0492  -0.0349
Si  -0.0258  -0.07  -0.0639
Si  -0.0603  0.4368  -0.2989
Si  0.0307  -0.0283  -0.0109
Si  0.0476  -0.0689  -0.0044
Si  -0.0826  -0.0063  0.0176
Si  0.0574  0.1093  0.0039
Si  -0.0096  0.0004  -0.0245
Si  0.0308  0.0355  -0.02
Si  0.0983  0.0113  -0.0047
Si  0.0352  0.0134  -0.0289
Si  -0.0025  0.051  -0.0148
Si  -0.0335  0.0306  -0.0255
Si  -0.0297  -0.0382  -0.0175
Si  0.0572  0.0313  -0.001
Si  -0.0096  -0.033  -0.029
Si  0.0155  -0.033  -0.0068
Si  -0.0559  0.0461  -0.0049
Si  -0.0287  -0.0158  -0.0159
Si  0.0233  -0.0994  0.0059
Si  0.034  0.021  0.0317
Si  0.0024  0.0986  0.0215
Si  -0.0079  -0.0524  0.0077
Si  -0.0163  0.0512  0.0102
Si  0.1278  -0.0743  0.0007
Si  0.0114  -0.0439  0.0158
Si  -0.0454  0.0411  0.0441
Si  0.1048  0.1277  0.0346
Si  -0.0197  0.0393  0.0173
Si  -0.2264  -0.108  -0.049
Si  -0.0516  -0.048  -0.0601
Si  -0.0026  -0.0728  0.0323
Si  -0.1274  -0.0821  0.0428
Si  0.1212  0.1038  -0.014
Si  0.0119  0.021  0.0201
Si  -0.0147  0.006  -0.0185
Si  -0.0082  0.0048  0.0182
Si  0.0054  -0.0044  -0.0098
Si  0.0072  0.0024  -0.0039
Si  0.0055  -0.0019  0.0023
Si  0.0008  -0.0025  -0.0106
Si  0.0029  -0.0109  0.0176
Si  0.0372  0.0154  -0.0601
Si  0.0118  0.0056  0.0136
Si  0.0071  -0.0016  -0.0077
Si  0.004  -0.0041  -0.0061
Si  0.0015  0.0121  -0.0271
Si  -0.0064  -0.0036  0.0063
Si  0.0406  -0.0629  -0.0632
Si  0.0105  -0.0183  -0.0097
Si  0.0156  -0.0009  -0.0194
Si  0.006  0.0142  -0.0075
Si  -0.0063  0.0011  -0.0011
Si  0  0.0033  0.0188
Si  -0.0076  0.0009  0.024
Si  0.006  -0.0109  -0.0129
Si  -0.0032  -0.008  -0.002
Si  -0.0679  -0.2615  0.2293
Si  0.0115  -0.0017  0.0181
Si  -0.0126  -0.0013  0.0058
Si  0.0154  0.0017  -0.0082
Si  0.0068  0.0019  0.0106
Si  0.0006  -0.0011  -0.018
Si  0.0054  -0.0058  0.0158
Si  -0.0032  0.0063  -0.0053
Si  -0.0012  0.0072  -0.02
Si  0.0077  0.0013  -0.0106
Si  -0.0027  0.001  0.0152
Si  -0.007  0.0027  0.0014
Si  -0.0055  -0.0142  -0.0345
Si  -0.031  -0.0212  0.0514
Si  -0.0008  0.0017  0.0015
Si  -0.0074  0.0018  -0.0157
Si  0.0106  0.0071  -0.0118
Si  0.0027  -0.0082  0.0234
Si  0.0044  0.0177  0.0099
Si  -0.0038  -0.0021  0.0216
Si  0.0136  -0.0118  0.0083
Si  -0.0029  0.0098  -0.0098
Si  0.0066  -0.0094  -0.0115
Si  -0.0033  -0.0001  -0.0163
Si  0.0916  -0.0039  -0.0294
Si  -0.0068  0.0159  0.0238
O  -0.0026  0.0016  0.0011
O  0.0278  -0.0164  0.0252
N  -0.0101  -0.0253  0.09
O  -0.0022  0.0018  -0.0352
O  0.0001  0.0008  -0.0506
O  0.0064  -0.0012  -0.0152
O  -0.0061  0.006  0.0057
O  -0.0013  -0.0014  -0.006
O  0.313  -0.0872  0.1149
O  0.0095  -0.0642  -0.0306
O  0.0106  -0.0184  0.0161
O  -0.0676  0.0891  -0.0991
O  0.0086  -0.0018  0.0087
O  -0.0109  0.0059  -0.0425
O  0.0039  -0.0026  -0.0264
O  -0.0135  0.015  -0.042
O  -0.0025  0.0052  0.0031
O  0.0062  -0.0007  -0.0186
O  0.0024  0.0004  0.0112
O  -0.0019  -0.0019  0.0151
O  0.0083  -0.0003  -0.0013
N  -0.0115  0.0587  0.0203
O  -0.003  0.0044  -0.0194
O  0.0019  0.0045  -0.002
O  -0.0017  0.0083  -0.0097
O  -0.001  -0.0034  0.0018
O  -0.0064  0.0014  0.0041
O  -0.0037  -0.0055  -0.0088
O  -0.0043  -0.0059  -0.0047
O  -0.0371  -0.0109  -0.0309
O  -0.1347  0.1267  -0.2103
O  0.003  -0.0025  0.0172
O  0.006  0.0019  -0.0028
O  0.0054  0.0289  0.0408
O  -0.0066  0.0072  -0.0075
O  -0.0027  -0.0063  0.0109
O  -0.0009  0.0024  0.0077
O  0.003  0.0078  0.0002
O  -0.0022  -0.0034  -0.0064
O  -0.0021  -0.0035  -0.0012
O  -0.0058  0.0015  0.0011
O  -0.0007  0.0011  0.001
O  -0.0038  0.0045  -0.0102
O  -0.0037  0.0048  -0.0016
O  -0.0025  0.012  0.0102
O  -0.0005  0.0021  -0.0024
O  -0.0098  0.0034  0.0038
O  -0.0042  0.0027  -0.0044
O  -0.0026  0.0007  -0.0074
O  0.0029  0.001  -0.0166
O  -0.0011  0.0094  -0.0022
O  -0.0048  -0.0039  0.0095
O  0.0041  -0.0088  -0.0162
O  0.0073  0.0005  0.0027
O  -0.0011  0.0025  0.0056
O  -0.011  -0.0073  -0.0146
O  0.0048  -0.0012  -0.0264
O  0.0077  -0.0084  -0.0084
O  0.0147  -0.0629  0.0195
O  -0.0017  -0.0041  -0.0025
O  0.0082  -0.0054  -0.002
O  -0.0012  -0.0033  -0.012
O  -0.011  -0.0096  0.0026
O  0.0022  0.0023  -0.0033
O  -0.0029  0.0009  -0.0129
O  0.0032  -0.0001  -0.003
O  -0.0315  0.0245  -0.0568
O  -0.0042  -0.0021  -0.0209
O  -0.0315  -0.0207  0.0656
O  0.0055  0.0013  0.0035
O  -0.0028  -0.0031  0.0061
O  -0.0027  0.0081  0.0032
O  0.0018  -0.0066  -0.0081
O  -0.0004  0.0035  0.0059
O  0.0014  -0.0027  0.007
O  0.0014  -0.0025  0.0043
O  0.0033  0.0054  -0.0204
O  0.0027  -0.0063  0.0051
O  0.0023  0.001  -0.016
O  -0.0055  0.0039  0.003
O  0.0061  0.0011  0.0108
O  0.0075  0.0133  -0.023
O  0.0003  -0.0035  0.0096
O  -0.0026  0.0069  0.0095
O  -0.0024  0.0057  -0.0053
O  -0.0071  0.006  -0.0049
O  -0.0057  -0.0124  -0.0128
O  -0.0036  0.0081  -0.0117
O  -0.0037  0.0018  -0.0059
O  -0.0045  0.0005  -0.0012
O  -0.0518  -0.1091  0.0192
O  0.0864  0.0172  -0.0435
O  -0.0118  0.0009  0.0001
N  -0.0551  -0.035  -0.0036
N  0.0672  0.0233  0.0149
O  -0.0108  -0.0018  -0.0161
O  0.0008  0.0032  -0.0089
O  -0.0024  -0.0021  -0.0111
O  0.0076  0.0041  0.0115
O  0.0012  0.0114  -0.0021
O  -0.002  0.0014  0.0002
O  0.0073  -0.0024  -0.0068
O  0.0031  0.0025  0.0039
O  0.0011  -0.0049  -0.0012
O  -0.0051  -0.0087  -0.003
O  0.0048  0.0004  -0.0249
O  -0.0057  -0.004  -0.0022
O  -0.0081  -0.0057  0.0066
O  0.0029  -0.0065  0.0122
O  0.0053  0.0036  -0.0053

The program warned: the cutoff lies below the one the program advises for these potential files; the exchange-correlation potential is rough where the density is thin.
